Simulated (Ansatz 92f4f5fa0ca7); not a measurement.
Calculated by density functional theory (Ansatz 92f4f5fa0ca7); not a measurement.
Periodic cell of 216 atoms, Si133O82H1, from a study of silicon, its oxide and their interface. The atomic structure is a simulated model.
Doubt: the cutoff is far below the 930 eV that the study's wrapper takes by default for these files, so forces and energies are approximate.
This geometry differs little from another in the collection (a relaxation step or a small displacement).

Settings
functional: PBE
potential files: Ansatz PAW
basis: plane waves
wave-function cutoff: 580 eV
density cutoff ratio: 5
exchange-correlation grid ratio: 1
k mesh: 1 x 1 x 1, Gamma-centred
self-consistency stop: 5e-08 eV per atom in the density residual
occupations: fixed
spin: none
net charge: +1 e, with a uniform compensating background and no finite-size correction

Cell vectors (angstrom)
a	10.938	0	0
b	0	10.938	0
c	0	0	31.331

Atoms and the computed forces on them: element, x, y, z (angstrom), force x, y, z (eV/angstrom)
Si	0.2219	-0.7049	23.9037	-0.0057	-0.0022	0.0021
Si	5.0142	0.3371	23.8969	-0.0059	0.0002	0.0051
Si	3.2212	2.1295	23.7542	0.0007	0.0039	0.0005
Si	7.878	3.0566	23.9618	0.0011	0.0052	0.0077
Si	-0.6059	6.1224	23.934	0.0086	-0.0057	-0.0064
Si	6.1364	4.8915	23.9437	-0.0033	0.005	0.0051
Si	2.1712	8.7639	23.9523	-0.0046	-0.0051	0.0073
Si	8.5888	7.7366	24.2145	-0.0044	0.0009	0.0196
Si	1.3183	1.2553	24.9608	0.0047	0.0005	-0.0018
Si	6.7728	1.3643	25.1684	0	0.0027	0.002
Si	4.1657	3.9753	25.0194	0.0059	-0.007	-0.006
Si	9.5762	4.1732	25.1393	-0.0019	0.0003	0.0017
Si	1.3426	6.8517	25.0876	-0.0043	0.0066	-0.0025
Si	6.8097	6.7126	25.2929	0.0085	-0.0043	-0.0038
Si	3.989	9.6182	25.2205	0.0016	0.0083	-0.0004
Si	9.5613	9.48	25.4161	0.0044	0.0042	0.0031
Si	2.6569	0.0491	26.5681	0.0017	-0.0075	-0.0018
Si	8.1673	0.0279	26.552	0.001	-0.0015	0.0017
Si	0.0326	2.7197	26.4273	-0.0033	0.0019	-0.0019
Si	5.4607	2.7318	26.5705	0.0048	-0.0036	0.0016
Si	2.7689	5.4245	26.4157	-0.0018	0.002	0.001
Si	8.2401	5.4412	26.6301	-0.0027	0.0045	0.0017
Si	0.0704	8.1379	26.6404	-0.0011	0.0003	0.0046
Si	5.4255	8.2073	26.5164	-0.001	-0.0024	0.0018
Si	4.1018	1.3673	27.9127	-0.2692	0.1242	0.1786
Si	9.5708	1.3673	27.9127	0.1111	0.288	-0.4675
Si	1.3673	4.1018	27.9127	0.1854	-0.1223	-0.7817
Si	6.8362	4.1018	27.9127	-0.0186	-0.1953	0.4077
Si	4.1018	6.8362	27.9127	-0.2486	-0.2247	-0.4709
Si	9.5708	6.8362	27.9127	0.2291	-0.1633	0.7301
Si	1.3673	9.5708	27.9127	0.1529	0.0955	0.5728
Si	6.8362	9.5708	27.9127	-0.2137	-0.0726	-0.2035
Si	0	0	29.28	-0.0222	-0.0828	0.0022
Si	5.469	0	29.28	-0.0968	-0.0967	0.0018
Si	2.7345	2.7345	29.28	0.085	-0.0097	0.0248
Si	8.2035	2.7345	29.28	-0.0093	0.0318	0.0289
Si	0	5.469	29.28	-0.1362	0.0573	0.0431
Si	5.469	5.469	29.28	0.0231	-0.0311	-0.0094
Si	2.7345	8.2035	29.28	-0.0185	0.0693	0.0335
Si	8.2035	8.2035	29.28	0.0437	-0.0258	-0.0111
Si	1.3673	1.3673	30.6472	-0.0288	0.0047	-0.0028
Si	6.8362	1.3673	30.6472	0.0534	-0.0089	-0.0419
Si	4.1018	4.1018	30.6472	-0.0289	0.0418	0.0131
Si	9.5708	4.1018	30.6472	0.0188	-0.0457	-0.0211
Si	1.3673	6.8362	30.6472	0.0416	-0.0262	-0.0276
Si	6.8362	6.8362	30.6472	0.0037	0.0183	-0.0026
Si	4.1018	9.5708	30.6472	0.0315	-0.0331	-0.0151
Si	9.5708	9.5708	30.6472	-0.0333	0.041	-0.0036
Si	2.7345	0	0.6835	0.0436	-0.0538	-0.0205
Si	8.2035	0	0.6835	-0.0519	0.0049	0.031
Si	0	2.7345	0.6835	-0.0796	0.0287	0.0303
Si	5.469	2.7345	0.6835	0.0315	-0.0413	0.0165
Si	2.7345	5.469	0.6835	-0.04	0.0633	0.018
Si	8.2035	5.469	0.6835	0.0881	-0.0266	-0.0222
Si	0	8.2035	0.6835	-0.0274	-0.0172	0.0067
Si	5.469	8.2035	0.6835	-0.011	0.0358	0.0343
Si	4.1018	1.3673	2.0507	-0.1047	-0.0695	-0.0524
Si	9.5708	1.3673	2.0507	0.0504	-0.027	0.0103
Si	1.3673	4.1018	2.0507	0.1321	0.044	0.0156
Si	6.8362	4.1018	2.0507	0.0334	0.0838	-0.0217
Si	4.1018	6.8362	2.0507	0.0403	-0.0305	0.006
Si	9.5708	6.8362	2.0507	-0.1433	-0.0042	-0.0578
Si	1.3673	9.5708	2.0507	0.0266	0.1075	-0.0194
Si	6.8362	9.5708	2.0507	0.0846	-0.0349	0.0473
Si	0	0	3.418	0.2502	0.2738	-0.3547
Si	5.469	0	3.418	-0.4766	0.0158	0.3152
Si	2.7345	2.7345	3.418	0.0386	-0.0445	-0.3604
Si	8.2035	2.7345	3.418	0.1318	0.1163	0.4098
Si	0	5.469	3.418	0.132	0.3355	0.4607
Si	5.469	5.469	3.418	-0.1195	-0.1187	-0.3146
Si	2.7345	8.2035	3.418	0.0162	0.0173	0.5877
Si	8.2035	8.2035	3.418	0.0482	-0.3188	-0.7181
Si	1.3626	1.4181	4.7837	-0.0022	0.0006	-0.0003
Si	6.7885	1.3915	4.7865	0.0082	0.0011	0.0063
Si	4.1116	4.0766	4.7635	0.0029	0.0132	-0.0013
Si	9.6122	4.1186	4.838	-0.0022	0	0.0087
Si	1.3962	6.8413	4.8906	0.0004	0.0015	0.0012
Si	6.8151	6.8533	4.7282	-0.0153	0.0011	-0.007
Si	4.0439	9.6106	4.8784	-0.0071	0.0039	-0.0014
Si	9.6396	9.4976	4.6705	-0.008	0.0003	-0.0038
Si	2.6698	0.1312	6.2817	0.0007	-0.0006	0.0018
Si	8.189	-0.1095	5.8887	0.003	0.0011	0.0009
Si	0.1163	2.8392	6.2498	-0.0085	0.0014	-0.0082
Si	5.462	2.7605	6.2369	-0.0003	-0.0075	-0.0077
Si	2.7859	5.3738	6.2265	0.0062	-0.0023	0.0011
Si	8.2459	5.5683	6.1175	0.0174	-0.0057	-0.001
Si	0.0763	8.3699	6.2343	-0.0043	0.0007	0.0056
Si	5.4678	8.1784	6.1651	0.0109	-0.0011	0.0054
Si	3.7053	1.8613	7.5917	-0.0075	0.0081	-0.0107
Si	9.6938	1.1422	7.0714	-0.0117	0.0192	-0.0006
Si	1.9845	3.6142	7.6791	0.0064	-0.0009	-0.0118
Si	6.4497	4.6502	7.2992	-0.0134	0.0033	-0.0373
Si	4.6332	6.3114	7.3559	-0.0239	0.0156	-0.0158
Si	9.1334	7.4488	7.2438	0.0027	-0.0025	-0.0035
Si	0.6514	10.4284	7.4243	0.0105	-0.0168	0.0102
Si	7.3608	9.0702	7.2283	-0.007	-0.001	-0.0047
O	7.1349	4.1907	9.0489	0.0455	-0.0388	0.0804
O	7.2573	9.1784	8.9194	-0.003	0.0018	-0.0016
O	9.283	7.4063	8.933	0.0034	-0.0053	-0.0006
O	0.8739	10.4889	9.0801	0.0027	-0.0009	0.0007
O	4.1896	1.4691	9.1535	0.0066	-0.005	0.0093
O	1.8453	3.9552	9.3266	-0.0036	0.0059	0.0146
O	8.344	1.8365	7.9266	0.0151	-0.0131	-0.0029
O	4.2317	6.5192	8.9483	0.0058	-0.0057	0.0117
O	8.2764	8.2596	22.6695	-0.0057	-0.0009	-0.0116
O	8.5664	2.3032	22.6289	0.0035	-0.0043	-0.0106
O	6.0671	5.6508	22.4557	0.0028	0.0012	-0.0013
O	2.7873	2.5671	22.1908	-0.0004	-0.0071	0.0003
O	10.3966	9.9889	22.3912	0	0.0023	0.0009
O	0.1651	3.6764	18.2952	0.0014	-0.0035	-0.0013
O	2.6377	8.6311	22.3605	0.0036	-0.0007	-0.0085
O	5.5468	-0.4867	22.5514	0.0038	-0.0027	-0.0073
Si	7.071	5.2294	10.508	-0.0007	-0.0417	-0.0665
Si	-1.3026	3.9052	11.2219	-0.0078	0.0018	-0.0173
Si	3.2811	7.2476	10.0287	-0.0063	0.0074	-0.0027
Si	3.1732	13.5201	15.8278	0.004	0.002	-0.0083
Si	-1.3343	12.2426	12.7442	-0.0035	0.0043	-0.0089
Si	-0.242	5.2638	21.0344	0.0068	-0.0079	-0.0012
Si	6.3605	10.3083	21.1452	-0.001	-0.0001	0.0001
Si	9.0536	-1.6376	21.6906	-0.0045	0.0043	-0.008
Si	6.2575	-7.9384	15.1972	0.0009	0.003	-0.0137
Si	1.4507	-1.4708	10.1985	0.0016	-0.0034	-0.0102
Si	7.8327	2.5521	9.2627	-0.0369	0.0733	-0.0218
Si	5.794	0.7299	18.5952	-0.0016	-0.0048	0.0036
Si	-1.6969	2.5329	21.1554	0.0029	0.0017	0.0017
Si	7.7267	5.0322	17.0895	-0.0016	0.0041	-0.0085
Si	6.8965	3.2475	19.4079	0.0039	-0.0003	0.0026
Si	1.5151	4.7511	10.7258	0.0057	0.0006	-0.0032
Si	5.2364	5.2596	21.1154	-0.0021	0.0009	0.0011
Si	3.4388	-0.2099	16.8664	0.0051	-0.0012	-0.0096
Si	5.2096	3.7573	12.4466	0.0066	0.0076	-0.0175
Si	9.8602	-1.4109	11.812	-0.0057	-0.0055	-0.0156
Si	-3.5074	11.2395	14.5294	-0.0014	0.0001	-0.008
Si	5.0918	-1.6889	14.5852	0.0053	-0.0008	-0.0074
Si	2.571	3.8906	21.256	-0.0027	0.0135	0.004
Si	1.6616	3.0168	18.4717	0.0041	0.0055	-0.0002
Si	-0.8197	10.3787	14.667	-0.0054	0.0016	-0.0091
Si	8.0534	8.0538	9.8194	-0.0082	-0.006	0.001
Si	5.0151	8.0279	19.5817	0.0005	-0.0003	-0.005
Si	13.2618	9.1689	20.8577	0.0041	0.0026	-0.0039
Si	10.7411	-5.6856	17.9824	0.0009	0.0039	0.001
Si	5.2077	7.0226	16.6197	-0.0007	-0.0027	-0.0077
Si	5.13	12.2862	10.4864	0.0194	0.0084	-0.0029
Si	11.601	11.5801	20.041	0.0032	0.0054	0.0056
Si	4.022	9.633	11.6677	0.0056	0.0018	-0.0119
Si	-0.2098	8.8545	19.3949	-0.0031	-0.0027	-0.0014
Si	2.5188	4.3377	13.5863	0.0012	0.0022	-0.0137
Si	2.1898	6.28	16.0156	0.002	0.0006	-0.0046
Si	1.0372	8.9488	16.7406	0.0026	-0.0013	-0.0071
O	2.1945	-2.6663	9.3477	0.0024	0.0014	0.0029
O	6.164	8.8728	20.3761	0.0012	0.0034	-0.0013
O	9.211	2.8785	10.026	0.0042	-0.0164	0.0064
O	-0.2709	10.4886	19.286	-0.0009	0.001	-0.0033
O	1.0941	8.3253	20.2111	0.0025	0.0001	0.0017
O	-2.8498	2.3021	20.0176	0.0002	0.0019	-0.0012
O	2.4099	2.971	14.4448	0.0013	-0.0034	0.007
O	-0.1195	4.9056	10.7598	0.0017	0.0002	0.0038
O	-1.0243	2.883	12.4541	0.0036	-0.0021	0.0095
O	9.5522	4.1225	21.054	0.0016	-0.0032	0.0001
O	5.748	4.759	11.2645	-0.0092	-0.0042	0.025
O	14.5622	8.7876	19.9618	-0.003	0.0007	0.0011
O	3.7191	-5.9685	21.6231	-0.0044	-0.0059	-0.0057
O	9.9041	9.2972	13.4334	0.0026	0.0003	0.0067
O	5.887	3.8804	20.5204	0.0004	0.0013	-0.002
O	5.1203	8.0022	17.9393	0.001	0.0029	0.0039
O	8.6771	-11.2409	15.4125	0.0018	-0.0006	0.0031
O	9.3392	-5.4891	17.1107	0.0021	-0.0008	0.0002
O	13.16	-1.1238	17.4552	0.0003	0.0042	0.0017
O	13.5535	3.6047	19.6565	0.0008	-0.0004	-0.003
O	2.0006	5.558	14.5441	0	0.0027	0.0072
O	5.7754	11.5014	20.2162	0.001	-0.002	0.0003
O	6.6053	-4.7566	16.7897	0.003	-0.0002	0.0015
O	10.6102	1.6375	20.9217	-0.0027	0.002	-0.0026
O	-2.5959	4.8759	11.4409	0.0101	0.0032	0.0195
O	4.2464	-2.7896	10.9915	-0.0001	-0.0001	0.0032
O	2.3758	6.1299	10.7988	-0.0003	-0.0041	0.0016
O	12.7967	-0.1708	20.8626	0.0014	-0.0038	-0.0018
O	7.0285	6.7785	10.0935	0.0027	0.0269	0.007
O	22.1064	-2.0616	11.0966	-0.0009	0.0023	0.0061
O	4.0622	4.6362	13.1656	-0.007	0.0025	0.0076
O	4.725	14.0502	15.7466	-0.003	0.0001	0.0017
O	-0.0367	-2.5944	17.8366	-0.0015	0.0017	0.0001
O	6.0867	13.2553	18.3361	0.0009	0.0029	-0.0013
O	-0.5517	6.2997	22.2557	0.0007	0.0007	-0.0001
O	2.5064	14.2294	17.1175	-0.0034	-0.001	0.0027
O	-2.9658	-0.4479	21.3772	0.0003	-0.0022	0.0005
O	5.075	10.7713	11.105	-0.0057	-0.0043	0.0051
O	1.1003	5.7599	17.121	-0.0026	-0.0026	0.0001
O	-4.4751	10.0075	14.1321	-0.0025	0.0004	0.0039
O	1.1387	4.5729	21.5441	0.0012	0.0011	-0.0017
O	-4.07	-0.2726	17.8896	-0.0311	-0.0019	-0.0436
O	-8.4105	10.1564	11.2235	0.0028	0.0002	0.0063
O	6.6374	1.4243	15.3793	0.0009	-0.0034	0.0041
O	3.7657	6.1897	16.5177	0.0002	-0.0001	0.0007
O	4.2916	11.3035	18.1067	0.0004	0.0004	-0.0007
O	6.3082	3.3999	13.5932	0.0014	-0.0016	0.0116
O	5.393	7.7442	15.1419	0.0003	-0.0001	0.0026
O	0.2605	9.9408	15.7371	0.0029	-0.0009	0.0044
O	12.6918	7.8354	15.7982	-0.0017	0.0017	0.0013
O	-0.3592	11.8019	13.9804	0.0062	0.0023	0.0047
O	6.6899	1.731	10.0524	-0.0095	-0.0154	0.0082
O	-0.2431	-5.0195	19.5089	0.0003	0.0014	-0.0016
O	-2.8959	22.9181	13.1912	0.0019	0.0003	0.0081
O	5.1703	6.4695	20.0405	0.0018	-0.0005	-0.0002
O	1.7698	4.0237	12.1654	0.001	0.0008	0.0051
O	-6.5491	9.9293	15.85	-0.0059	0.0034	0.005
O	9.4157	-2.4441	20.2928	0.0015	-0.0012	-0.002
O	-3.5393	3.8816	15.9603	0.0008	0.001	0.0054
O	-6.8064	9.3696	13.2648	0.0002	0.0006	0.0066
O	4.691	2.4075	11.6617	-0.0021	-0.0024	0.0025
O	2.8826	1.0037	15.9494	0.0007	-0.0027	0.0054
O	9.8401	0.224	11.5097	0.0033	-0.002	0.0018
O	8.5566	8.7361	11.2042	0.0067	0.0063	0.014
O	7.5157	4.5036	18.6028	-0.0007	-0.0051	0.0032
O	1.3936	12.4026	18.8388	0.0008	-0.0024	-0.0031
H	-3.2389	0.0732	17.5318	0.0305	0.0023	0.0367

Results
free energy: -131201.668 eV
free energy less fixed offsets of H -15.97, O -568.88, Si -635.61 eV per atom: -1.408 eV

The program warned: the cutoff lies below the one the program advises for these potential files; the exchange-correlation potential is rough where the density is thin.
